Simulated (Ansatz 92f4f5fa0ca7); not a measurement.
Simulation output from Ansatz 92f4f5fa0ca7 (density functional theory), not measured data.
Periodic cell of 223 atoms, Si131O90P2, from a study of silicon, its oxide and their interface. The atomic structure is a simulated model.

Settings
functional: PBE
potential files: Ansatz PAW
basis: plane waves
wave-function cutoff: 700 eV
density cutoff ratio: 5
exchange-correlation grid ratio: 1
k mesh: 2 x 2 x 1, shifted by 0.5 0.5 0.5 of a step
self-consistency stop: 5e-08 eV per atom in the density residual
occupations: fixed
spin: none
net charge: 0

Cell vectors (angstrom)
a, 10.938, 0, 0
b, 0, 10.938, 0
c, 0, 0, 32.1988

Atoms and the computed forces on them: element, x, y, z (angstrom), force x, y, z (eV/angstrom)
Si, 10.5965, 0.221, 24.8567, -0.0208, 0.0124, -0.0405
Si, 5.7463, 10.6741, 24.7427, 0.0196, -0.0079, -0.0414
Si, 2.487, 2.9093, 24.6337, -0.0133, 0.0085, -0.0418
Si, 8.4318, 2.4613, 24.8224, 0.012, -0.0148, -0.035
Si, 0.282, 5.1615, 24.752, 0.0061, -0.0199, -0.0386
Si, 5.1628, 5.744, 24.6823, -0.0083, 0.0139, -0.0477
Si, 2.9417, 8.0011, 24.5956, 0.011, -0.0075, -0.0463
Si, 7.9465, 8.4278, 24.7277, -0.0068, 0.0201, -0.0388
Si, 1.3367, 1.3784, 26.0333, -0.0032, 0.0094, 0.0064
Si, 6.8515, 1.3075, 26.1162, 0.0064, -0.0102, -0.004
Si, 4.0511, 4.102, 25.9799, 0.0002, 0.0015, 0.0128
Si, 9.6118, 4.0582, 26.0815, 0.0049, -0.0084, 0.0032
Si, 1.4041, 6.8226, 25.9955, 0.0042, 0.0043, 0.0114
Si, 6.7737, 6.8466, 26.0233, 0.003, 0.0093, 0.0155
Si, 4.107, 9.5314, 25.9951, -0.0011, -0.005, 0.0091
Si, 9.4752, 9.5637, 26.1376, -0.0116, 0.0005, -0.0023
Si, 2.7335, -0.0118, 27.346, 0.0029, -0.0028, 0.0052
Si, 8.1681, -0.0239, 27.5462, -0.0013, 0.0031, -0.0134
Si, 0.0146, 2.7157, 27.4827, -0.0011, 0.0005, -0.0138
Si, 5.445, 2.7429, 27.3596, -0.0076, 0.0076, -0.0035
Si, 2.7331, 5.4629, 27.4214, 0.0031, -0.0007, -0.0078
Si, 8.1897, 5.467, 27.3559, -0.0004, 0.0015, -0.0033
Si, 0.0009, 8.1785, 27.3696, 0.0072, -0.0083, -0.0039
Si, 5.4428, 8.195, 27.4434, 0.0014, 0.0078, -0.0118
Si, 4.0867, 1.3669, 28.7407, -0.0059, -0.002, -0.0129
Si, 9.5771, 1.3551, 28.8366, 0.0039, 0.002, -0.0216
Si, 1.3675, 4.1125, 28.8075, 0.0028, -0.0024, -0.0148
Si, 6.8303, 4.0966, 28.743, -0.0023, 0.0019, -0.0116
Si, 4.0943, 6.8186, 28.7993, -0.0003, 0.0001, -0.0092
Si, 9.5615, 6.8235, 28.7482, 0.0002, -0.0016, -0.0114
Si, 1.3718, 9.5596, 28.7396, -0.0004, -0.0035, -0.0157
Si, 6.7899, 9.5473, 28.846, -0.0056, -0.008, -0.0162
Si, 0.0191, -0.0212, 30.1519, 0.0079, -0.0033, 0.0017
Si, 5.4423, 0.0173, 30.1554, -0.0125, 0.0047, 0.0053
Si, 2.7374, 2.7317, 30.144, 0.013, -0.0062, 0.0019
Si, 8.195, 2.7424, 30.1469, -0.0076, 0.0149, 0.0059
Si, -0.0108, 5.4772, 30.1484, -0.0089, 0.0069, -0.002
Si, 5.4781, 5.4597, 30.1444, 0.005, -0.009, 0.0008
Si, 2.7269, 8.2041, 30.1417, -0.007, 0.0105, -0.003
Si, 8.2098, 8.1887, 30.1506, 0.0067, -0.0089, -0.0021
Si, 1.3673, 1.3673, 31.515, 0.0707, -0.0543, 0.0181
Si, 6.8362, 1.3673, 31.515, -0.0564, 0.0913, -0.0188
Si, 4.1018, 4.1018, 31.515, 0.06, -0.0666, 0.009
Si, 9.5708, 4.1018, 31.515, -0.0958, 0.0224, -0.0118
Si, 1.3673, 6.8362, 31.515, -0.0575, 0.0528, -0.0538
Si, 6.8362, 6.8362, 31.515, 0.05, -0.0997, 0.0489
Si, 4.1018, 9.5708, 31.515, -0.0886, 0.0557, -0.0015
Si, 9.5708, 9.5708, 31.515, 0.0404, -0.0814, 0.0253
Si, 2.7345, 0, 0.6835, 0.0679, 0.0562, 0.1289
Si, 8.2035, 0, 0.6835, -0.0087, 0.0052, 0.0039
Si, 0, 2.7345, 0.6835, -0.1577, -0.0593, 0.0233
Si, 5.469, 2.7345, 0.6835, 0.1495, -0.1014, 0.0472
Si, 2.7345, 5.469, 0.6835, -0.1067, 0.1765, -0.2839
Si, 8.2035, 5.469, 0.6835, 0.0011, -0.1267, 0.0921
Si, 0, 8.2035, 0.6835, 0.0786, -0.0709, 0.0605
Si, 5.469, 8.2035, 0.6835, 0.0449, 0.1892, -0.0543
Si, 4.1196, 1.3694, 2.068, 0.0142, -0.0311, 0.0035
Si, 9.5686, 1.3525, 2.0685, -0.0218, 0.0013, -0.0044
Si, 1.3497, 4.1332, 2.0203, -0.029, -0.012, -0.0189
Si, 6.8449, 4.0835, 2.0674, 0.0237, -0.0123, 0.0087
Si, 4.0834, 6.8578, 2.0224, 0.0144, 0.0329, -0.0163
Si, 9.5672, 6.8346, 2.0477, -0.0012, -0.0069, -0.0116
Si, 1.3807, 9.5664, 2.0516, 0.0056, 0.0004, -0.0169
Si, 6.8331, 9.5869, 2.0646, -0.0024, 0.0216, -0.0007
Si, 0.0277, -0.0134, 3.4143, -0.0164, -0.0251, 0.0167
Si, 5.4808, 0.0047, 3.491, 0.0103, 0.0318, -0.0247
Si, 2.7828, 2.8479, 3.3402, 0.0185, 0.0278, 0.0237
Si, 8.1925, 2.6918, 3.4788, -0.0398, -0.0196, -0.0094
Si, -0.0003, 5.4752, 3.4229, -0.0032, -0.0291, 0.0246
Si, 5.4218, 5.4765, 3.3448, -0.0318, -0.0204, 0.0186
Si, 2.7671, 8.2227, 3.436, 0.028, 0.011, 0.0247
Si, 8.2043, 8.202, 3.4001, 0.0163, 0.011, 0.0125
Si, 1.4508, 1.4266, 4.6656, -0.0085, -0.0068, -0.0202
Si, 6.9034, 1.2675, 4.936, 0.003, -0.0047, -0.0853
P, 4.204, 4.0788, 4.6712, 0.0522, -0.0584, -0.0624
Si, 9.6116, 4.0484, 4.7887, 0.0218, 0.0089, -0.0035
Si, 1.4189, 6.8213, 4.7658, -0.013, 0.011, -0.0027
Si, 6.7931, 6.8304, 4.7261, -0.0082, 0.0184, -0.0106
Si, 4.1636, 9.5333, 4.8721, -0.0002, -0.0282, -0.0117
Si, 9.6173, 9.5011, 4.7972, -0.0566, 0.0403, -0.0024
Si, 2.8163, 0.1189, 6.063, -0.0012, -0.0305, 0.0332
Si, 8.2646, -0.1346, 6.2785, 0.0664, -0.0488, -0.072
Si, 0.0745, 2.6603, 6.1223, 0.0063, 0.0066, 0.0014
P, 6.0659, 2.1432, 6.8514, -0.0245, 0.0617, 0.1976
Si, 2.8801, 5.4127, 5.9508, -0.0022, 0.0419, 0.016
Si, 8.116, 5.3859, 6.0168, 0.042, -0.0099, 0.0257
Si, 0.0533, 8.1364, 6.1552, -0.0246, 0.0213, 0.0232
Si, 5.556, 8.1578, 6.281, -0.0082, -0.0017, -0.0201
Si, 4.0101, 1.4982, 7.6251, 0.044, 0.0251, 0.0401
Si, 9.8625, 1.1008, 7.491, -0.0003, -0.041, 0.0571
Si, 1.8128, 3.7823, 7.2381, 0.0293, -0.029, 0.0366
Si, 6.6703, 4.2527, 7.5135, -0.0194, -0.0454, 0.0551
Si, 4.3896, 6.4909, 7.4739, 0.0066, -0.0184, 0.0464
Si, 9.3756, 6.8404, 7.3508, -0.057, 0.0323, 0.0615
Si, 1.1963, 9.9002, 7.2925, -0.0138, 0.0534, 0.0558
Si, 7.2285, 9.1491, 7.6969, 0.0616, -0.0273, 0.0784
O, 8.3705, 7.9871, 7.9661, -0.0117, -0.0228, 0.0017
O, 2.995, 2.7801, 7.8105, -0.051, -0.016, -0.0067
O, 9.5286, 1.3475, 24.2664, -0.0004, -0.0014, -0.0203
O, 4.0602, 6.8614, 24.1201, -0.0009, 0.0014, -0.0118
O, 0.0719, -0.0143, 7.9813, 0.0236, 0.0179, 0.0042
O, 5.4338, 5.2779, 7.9346, 0.0186, 0.0396, 0.008
O, 6.8563, 9.5634, 24.1979, -0.0027, -0.0029, -0.0174
O, 1.3738, 4.0517, 24.1637, 0.0029, -0.0056, -0.0158
O, 3.7428, 7.164, 8.8666, 0.0019, -0.0064, -0.0245
O, 1.2356, 4.5027, 8.5827, 0.002, -0.0176, -0.0109
O, 9.885, 5.9014, 8.619, 0.0021, 0.012, -0.0139
O, 2.2312, 9.353, 8.4497, -0.0204, -0.0273, -0.001
O, 7.5012, 3.9319, 8.9121, -0.0053, -0.0345, 0.0018
O, 4.3056, 0.9141, 9.1522, 0.0239, 0.0214, 0.0216
O, 6.7838, 9.5096, 9.2416, 0.0096, -0.014, -0.0293
O, 9.2216, 1.836, 8.8236, -0.0015, -0.012, -0.0164
O, 7.7161, 3.1446, 23.5153, -0.0102, 0.0007, 0.0028
O, 10.5047, 5.8373, 23.4434, 0.0046, 0.0121, 0.0063
O, 5.1021, 0.4331, 23.4061, -0.0006, 0.0067, 0.0077
O, 5.872, 5.0867, 23.3511, -0.0052, -0.0092, 0.0098
O, 3.1121, 2.1988, 23.2691, 0.0138, 0.0068, 0.0108
O, 2.3019, 8.7116, 23.229, -0.01, -0.0122, 0.0155
O, 8.6204, 7.741, 23.3876, 0.0082, 0.0001, 0.0105
O, 0.2447, 10.3433, 23.5755, 0.0056, -0.0031, 0.0061
Si, 4.4015, 1.5621, 22.468, 0.0024, 0.0026, -0.0011
Si, 3.5269, 7.8807, 14.0362, -0.0045, -0.0012, 0.0016
Si, 7.1453, 0.9378, 14.658, 0.0083, -0.0044, -0.002
Si, 0.954, 9.3479, 22.5199, -0.0045, 0.0026, -0.0003
Si, 1.1933, 4.2547, 11.8434, -0.0008, 0.0063, 0.0004
Si, 6.2992, 8.9342, 15.3173, 0.0013, -0.0002, 0.0019
Si, 0.7425, 1.317, 12.2963, 0.0022, -0.0059, -0.0073
Si, 8.6493, 4.9322, 20.5093, -0.0009, 0.0006, 0.0002
Si, 0.4006, 5.6747, 9.3078, -0.0353, 0, 0.0249
Si, 5.1483, 3.1053, 17.9634, -0.0031, -0.0002, -0.0035
Si, 0.9336, 3.7286, 16.7575, 0.0009, 0.0026, 0.0068
Si, 10.4348, 2.8265, 19.2321, 0.0032, 0.0001, 0.0062
Si, 5.3086, 1.133, 10.4506, -0.0162, 0.0036, -0.0241
Si, 0.9202, 0.1594, 19.842, 0.0011, 0.0073, 0.0059
Si, 6.6811, 9.4, 10.8804, 0.0081, 0.007, 0.0087
Si, 9.3793, 9.6536, 18.3181, 0.0043, -0.0006, -0.0026
Si, 9.4438, 9.1909, 12.5668, -0.0028, 0.0025, -0.0029
Si, 6.5813, 3.8386, 22.5805, 0.0015, -0.0051, -0.0017
Si, 2.4375, 8.0297, 9.3606, -0.0002, 0.0247, 0.0035
Si, 10.6312, 7.339, 17.0811, -0.0057, 0.0082, 0.0003
Si, 2.5563, 6.2575, 16.5955, -0.0003, 0.0011, -0.0037
Si, 10.2151, 4.4588, 14.1932, 0.0028, 0.0159, 0.0018
Si, 6.1791, 9.1624, 18.5155, 0.002, -0.0037, -0.0054
Si, 8.0082, 2.5605, 9.65, -0.009, 0.0364, -0.0278
Si, 8.9511, 2.1043, 12.4828, 0.0046, -0.0075, -0.0044
Si, 5.3791, 6.2242, 18.0758, 0.0025, 0.0016, 0.004
Si, 3.959, 0.5348, 19.4706, -0.0094, 0.0035, 0.0101
Si, 4.2757, 3.8021, 12.0884, -0.0071, 0.0024, 0.0081
Si, 5.5755, 6.5447, 12.1439, -0.0002, -0.0035, 0.0068
Si, 8.0501, 2.48, 17.2252, 0.004, -0.0023, 0.0007
Si, 4.392, 2.4637, 14.9869, -0.0096, 0.009, 0.0026
Si, 1.5879, 1.1852, 15.2668, -0.0004, -0.0042, 0.0062
Si, 1.6283, 9.363, 12.0295, 0.0035, 0.0023, 0.0038
Si, 8.0883, 6.8125, 13.8651, 0.0015, -0.0052, 0.0057
Si, 10.4236, 9.8011, 15.4828, -0.0007, 0.0016, -0.001
Si, 9.8144, 7.0046, 22.5499, 0.0019, 0.0016, -0.0044
Si, 8.1436, 5.4594, 17.4041, -0.0011, -0.0068, 0.0022
O, 6.0804, 7.8891, 11.277, -0.0077, 0.0057, 0.0055
O, 6.0567, 9.1715, 16.8981, 0.0118, -0.0059, 0.008
O, 7.7341, 1.3169, 13.1908, 0.0071, -0.0036, 0.0023
O, 0.9972, 1.7223, 13.8537, 0.0048, -0.0188, -0.0047
O, 9.4518, 6.2471, 16.8783, -0.0056, -0.0029, -0.0044
O, 6.7968, 6.162, 13.1411, 0.0126, 0.022, -0.0001
O, 5.1678, 4.6437, 18.6277, 0.0015, -0.0032, -0.0135
O, 9.2717, 2.1295, 18.2726, -0.0039, 0.0292, -0.0031
O, 2.4028, 0.0798, 19.0762, 0.0115, 0.0066, 0.0095
O, 9.4461, 10.1983, 16.7549, 0.0179, -0.0175, 0.0115
O, 2.8021, 4.4099, 11.7064, -0.0094, -0.0003, 0.0095
O, 5.1039, 10.3005, 19.1069, -0.0042, -0.0003, -0.0099
O, 9.4859, 3.1554, 13.5799, -0.0021, -0.0052, -0.0078
O, 0.4912, 1.7473, 19.9641, -0.0003, 0.0139, -0.0132
O, 3.2086, 1.3239, 15.126, 0.0019, 0.0177, 0.0032
O, 8.1971, 5.3538, 19.0181, 0.0078, -0.0088, -0.0089
O, 3.9322, 6.5872, 17.4085, -0.0093, -0.0069, -0.0072
O, 4.642, 3.256, 16.4039, 0.004, -0.0186, 0.0131
O, 9.0797, 5.6132, 14.3152, -0.0014, -0.0048, -0.0033
O, 5.4588, 2.7538, 22.1317, -0.0026, -0.0035, 0.0165
O, 10.7568, 4.1873, 15.6879, 0.0111, -0.0076, 0.0165
O, 0.3765, 3.8476, 18.2882, -0.0076, -0.0166, -0.0102
O, 10.4635, 10.5018, 19.2038, 0.0002, -0.0091, -0.0063
O, 9.684, 9.9717, 14.0249, 0.0192, -0.0216, 0.0041
O, 10.9091, 8.119, 22.0944, -0.0006, 0.0028, 0.0187
O, 1.2031, 2.141, 16.5237, 0.0004, 0.0055, -0.0202
O, 9.7557, 3.7289, 20.4173, -0.0149, 0.01, -0.0238
O, 8.1872, 4.0053, 16.6798, -0.0043, -0.0116, 0.0295
O, 0.0129, 9.0542, 11.8979, 0.0114, -0.0001, 0.0071
O, 6.6356, 2.4102, 18.0389, 0.0009, 0.011, -0.0197
O, 5.595, 10.628, 11.2368, -0.0034, -0.012, -0.0041
O, 7.7906, 9.5711, 18.8397, 0.0012, 0.0066, -0.0094
O, 10.0905, 0.971, 12.094, 0.0003, 0.0308, 0.0196
O, 1.1257, 7.111, 9.1578, 0.0207, 0.0189, 0.0016
O, 0.6231, 4.7372, 13.2988, 0.0016, -0.0113, -0.0058
O, 5.7557, 7.6003, 18.9892, -0.0095, 0.0016, -0.0142
O, 5.2613, 5.0232, 11.5449, -0.006, -0.0052, -0.0148
O, 2.7521, 6.9411, 15.1284, 0.0085, 0.0075, 0.0035
O, 0.959, 2.6811, 11.4426, -0.0052, 0.0093, 0.0088
O, 0.8961, 10.6618, 15.543, -0.0213, 0, -0.0077
O, 2.4932, 8.5714, 10.8902, -0.0158, 0.0059, -0.006
O, 4.6824, 2.3607, 11.3725, 0.0159, 0.0034, -0.0056
O, 4.2209, 3.5132, 13.7254, 0.0002, -0.013, -0.0088
O, 2.273, 4.642, 16.527, -0.0141, 0.0004, 0.0003
O, 10.7618, 8.2189, 15.7032, -0.0077, 0.018, 0.0178
O, 6.9395, 10.273, 14.6741, -0.0115, 0.0032, 0.0138
O, 2.38, 8.8953, 13.4187, 0.0094, -0.0036, -0.0052
O, 8.0409, 1.4917, 15.9207, -0.0167, 0.009, -0.0032
O, 4.1644, 6.945, 12.8647, 0.0075, 0.0148, 0.0065
O, 4.221, 1.9906, 18.7366, 0.013, -0.0027, -0.003
O, 7.3098, 4.4041, 21.2557, 0.0162, 0.0024, 0.0133
O, 8.5462, 2.9358, 11.1443, 0.0145, -0.0065, 0.0075
O, 1.2141, 6.8183, 17.3677, 0.0098, -0.006, -0.0081
O, 5.6928, 1.5899, 14.7027, 0.0106, 0.003, 0.008
O, 8.1691, 9.6933, 11.6002, -0.0209, -0.0075, -0.0158
O, 9.2232, 6.2711, 21.2314, -0.0015, -0.0132, 0.0115
O, 9.0188, 7.6572, 12.8559, -0.0127, 0.0155, 0.0129
O, 1.7106, 0.0688, 11.8739, -0.019, -0.0027, 0.0159
O, 6.6744, 6.1156, 17.0591, 0.001, 0.0024, -0.001
O, 7.437, 7.7801, 15.0274, -0.0038, 0.0097, -0.0039
O, 1.2409, 10.2745, 21.2185, -0.0113, -0.0113, -0.0016
O, 10.0799, 8.1787, 18.359, 0.0015, 0.0125, -0.0283
O, 3.9737, 0.8274, 21.0844, 0.0041, 0.0058, -0.0103
O, 0.3313, 5.2252, 10.8551, 0.0106, -0.0068, -0.0105
O, 6.7661, 1.5493, 9.8708, -0.0251, -0.0029, 0.0028
O, 4.811, 8.6627, 14.6874, 0.0008, -0.0064, -0.0022

Results
free energy: -135993.971 eV
free energy less fixed offsets of O -569.03, P -756.45, Si -635.61 eV per atom: -3.461 eV

The program warned: the cutoff lies below the one the program advises for these potential files; the exchange-correlation potential is rough where the density is thin.
